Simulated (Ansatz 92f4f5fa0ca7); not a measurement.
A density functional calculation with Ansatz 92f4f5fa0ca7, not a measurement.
Periodic cell of 234 atoms, Si134O100, from a study of silicon, its oxide and their interface. The atomic structure is a simulated model.

Settings
functional: r2SCAN
potential files: Ansatz norm-conserving
basis: plane waves
wave-function cutoff: 1300 eV
density cutoff ratio: 4
exchange-correlation grid ratio: 1
k mesh: 2 x 2 x 1, shifted by 0.5 0.5 0.5 of a step
self-consistency stop: 5e-08 eV per atom in the density residual
occupations: Fermi-Dirac, 0.05 eV
spin: none
net charge: 0

Cell vectors (angstrom)
a  11.5403  0  0
b  0  15.3871  0
c  -2.3077  1.6857  22.0907

Atoms: element, x, y, z (angstrom)
Si  -1.7716  1.2215  0.2898
Si  -2.0024  5.676  -0.3252
Si  -2.0401  8.7475  0.0873
Si  -1.8585  11.8399  -0.3623
Si  2.2527  1.2791  -0.3204
Si  1.4596  5.0731  -0.6631
Si  1.6778  9.1681  -0.2018
Si  1.9421  12.0909  0.3417
Si  5.7691  1.3361  0.1514
Si  5.5547  4.4737  0.2619
Si  5.5627  8.8316  -0.185
Si  5.6431  11.9448  -0.1082
Si  0.2939  1.1015  1.2607
Si  -0.1588  5.2033  1.1602
Si  -0.0879  8.8059  1.349
Si  -0.1298  12.3931  1.2979
Si  3.8222  0.7567  1.3391
Si  3.4254  4.8839  1.1567
Si  3.6296  8.6072  1.1638
Si  3.9191  12.2424  1.4851
Si  7.7618  0.9344  1.377
Si  7.6736  5.055  1.1621
Si  7.485  8.6871  1.2669
Si  7.7045  12.3665  1.0177
Si  0.0017  3.1026  2.5028
Si  -0.056  6.9218  2.7132
Si  -0.1011  10.609  2.7708
Si  0.0544  14.4357  2.5347
Si  3.7107  2.8929  2.5389
Si  3.624  6.7517  2.6254
Si  3.7837  10.3515  2.7465
Si  3.8538  14.2499  2.6631
Si  7.6858  3.0121  2.5497
Si  7.5345  6.8344  2.6803
Si  7.6077  10.5844  2.6179
Si  7.6918  14.2997  2.5176
Si  -1.9033  2.9931  3.9165
Si  -2.0441  6.8568  4.0112
Si  -2.0402  10.5655  4.0533
Si  -1.9116  14.4478  3.8541
Si  1.843  2.9861  3.9733
Si  1.8221  6.8118  4.1307
Si  1.8603  10.5346  4.0671
Si  1.9273  14.3808  3.9712
Si  5.6869  2.9983  3.9165
Si  5.5939  6.7635  4.0294
Si  5.7144  10.4813  4.0507
Si  5.7888  14.3626  3.9392
Si  -1.8774  0.9982  5.2127
Si  -1.9787  4.8921  5.3188
Si  -2.0542  8.7041  5.4761
Si  -1.9519  12.5627  5.2664
Si  1.8924  1.0011  5.2533
Si  1.8144  4.8255  5.4174
Si  1.8341  8.7162  5.5232
Si  1.9793  12.4795  5.3295
Si  5.6799  0.9956  5.1922
Si  5.6815  4.8563  5.4211
Si  5.6828  8.6479  5.5233
Si  5.6959  12.4421  5.3207
Si  0.0358  0.9757  6.6806
Si  -0.1351  4.7673  6.7689
Si  -0.1202  8.6695  6.8176
Si  0.0207  12.6181  6.5624
Si  3.7788  0.9707  6.6418
Si  3.7248  4.8214  6.7976
Si  3.7501  8.7431  6.9095
Si  3.8296  12.4342  6.7951
Si  7.6484  1.0276  6.4215
Si  7.6999  4.9225  6.7557
Si  7.6152  8.7576  6.9085
Si  7.6451  12.4416  6.6112
Si  -0.1818  2.8018  8.172
Si  -0.0126  6.6669  8.1302
Si  -0.1694  10.7622  7.8909
Si  0.2605  14.4425  8.0113
Si  3.694  2.8241  8.1195
Si  3.698  6.7858  8.1782
Si  3.7618  10.5935  8.4285
Si  3.9156  14.4436  8.0065
Si  7.6574  2.8325  7.8809
Si  7.711  6.8682  8.2559
Si  7.5622  10.7317  8.2807
Si  7.7617  14.4731  7.6479
Si  -2.1875  1.9893  9.3593
Si  -1.7998  6.7759  9.5879
Si  -1.9592  11.3593  9.3621
Si  -1.8485  14.3703  8.9064
Si  1.738  3.0908  9.4902
Si  1.835  6.283  9.5802
Si  1.5569  10.8003  9.4106
Si  2.1913  13.8563  9.5395
Si  5.7326  3.3645  9.1463
Si  5.655  6.5587  9.4034
Si  5.7367  11.2593  9.806
Si  5.9944  14.3761  9.1292
Si  -0.6341  9.4239  11.1417
Si  3.6735  4.5422  13.5751
Si  0.4739  8.9507  13.9266
Si  -1.0994  5.9718  16.5023
Si  3.5591  13.3087  17.0484
Si  6.0368  10.1947  12.7964
Si  -1.5479  8.9197  16.3283
Si  7.3199  10.629  15.6934
Si  11.1718  -1.8066  14.7168
Si  6.5686  7.4654  12.0922
Si  3.3633  10.2593  14.075
Si  3.624  14.8402  12.3156
Si  7.3392  2.4063  19.539
Si  8.1154  4.1747  16.1403
Si  10.9415  4.8525  13.6807
Si  7.3664  2.727  11.5802
Si  4.5478  10.444  16.9551
Si  1.6337  6.3948  12.6414
Si  3.7028  0.7843  16.8883
Si  -3.1086  15.0372  19.0469
Si  1.0527  1.0387  15.0546
Si  2.1602  4.5421  20.3259
Si  6.0642  5.6762  14.485
Si  2.3241  -2.4636  14.3013
Si  2.5522  14.9895  19.267
Si  3.8003  5.169  16.2974
Si  8.661  -1.9604  16.3064
Si  10.0203  2.2371  14.6375
Si  2.3034  17.4706  12.3239
Si  8.7529  5.3862  11.8607
Si  -3.2467  5.0753  20.5045
Si  6.5443  15.3787  12.0088
Si  5.4326  3.1152  17.5647
Si  -0.2572  15.8346  20.1137
Si  -0.4029  9.2187  19.3333
Si  8.8735  14.8399  13.7385
Si  1.6471  6.2645  17.9954
Si  2.6097  9.0967  19.1418
O  0.9115  7.4067  13.6885
O  -3.375  3.8329  19.4311
O  6.8248  3.6568  16.9458
O  -4.0075  4.4833  21.8341
O  -2.0124  7.3054  -0.7951
O  -4.0775  6.4961  20.3451
O  -1.5898  12.6634  -1.79
O  -1.9633  10.2031  -0.7836
O  8.8166  2.8569  15.5195
O  2.3803  1.1277  15.9896
O  1.8469  6.0951  -1.9268
O  0.7829  4.3113  21.2158
O  1.9166  10.7558  -0.6487
O  -0.1396  15.1442  21.5576
O  -1.552  15.2741  19.3621
O  5.3053  4.5371  13.5796
O  8.1843  14.4955  15.1739
O  5.6887  2.885  0.7398
O  5.3024  4.2048  -1.3491
O  -1.2086  9.218  17.9006
O  5.4778  7.7222  -1.4434
O  -1.6806  10.6205  10.8048
O  5.4065  13.0588  -1.3244
O  6.9803  9.0056  12.2539
O  10.1389  -1.5397  13.4927
O  -1.8694  7.3433  16.1307
O  -1.9175  5.3415  10.4717
O  -1.9372  0.3922  9.7824
O  -0.5531  9.3743  12.762
O  -0.2529  9.2357  15.3625
O  4.5605  9.5954  13.2146
O  -0.2261  1.9142  15.5975
O  12.0275  -0.4811  15.0973
O  1.9148  4.6704  9.9249
O  1.5406  17.5869  10.8965
O  1.6865  6.9505  11.1133
O  0.8717  9.787  10.5606
O  2.91  14.2832  10.9739
O  4.8667  1.8882  16.6498
O  2.4914  12.9202  15.9078
O  6.8878  16.8914  12.5695
O  5.4553  7.2482  10.9275
O  5.2155  14.6043  12.5698
O  5.8256  11.1257  11.487
O  7.8755  6.7009  11.5752
O  5.843  12.8858  9.7697
O  6.4008  15.3765  10.3905
O  4.3098  19.6792  17.5675
O  4.3079  -0.7047  16.5524
O  0.0785  6.3715  17.5505
O  5.6539  4.9401  9.641
O  0.7356  5.0393  12.7865
O  6.0643  2.755  10.6296
O  1.8805  9.7245  13.8105
O  -1.2772  8.0411  10.542
O  7.3748  1.8965  21.0702
O  1.7446  4.854  18.7932
O  2.7555  13.6049  18.4213
O  9.7347  5.7495  13.0993
O  6.7621  10.7851  14.1516
O  7.7617  12.0951  16.2057
O  5.7946  2.6797  19.0768
O  -3.1619  14.0561  17.761
O  2.5977  6.1579  16.683
O  5.3976  1.5223  -1.4877
O  10.2617  -2.2863  16.0035
O  7.7471  4.1668  12.2668
O  6.1843  7.0035  13.5969
O  6.1122  10.0547  16.6563
O  8.7891  2.4865  10.8179
O  -1.9944  12.9744  9.8175
O  1.3534  1.5876  13.5506
O  9.4703  0.9585  13.827
O  3.801  9.6517  18.1606
O  3.3551  16.1693  18.4756
O  -1.0548  10.2545  20.3951
O  -2.2917  4.9701  17.0171
O  3.0534  3.4832  12.5742
O  3.3209  11.8271  13.6526
O  5.0795  6.0212  15.746
O  7.8289  14.5416  12.5501
O  5.5918  10.4034  -0.7792
O  7.5182  5.1877  15.0075
O  10.5136  3.3031  13.5307
O  4.5619  12.0542  17.2543
O  1.0111  15.4462  19.1995
O  1.9781  0.3573  -1.6639
O  3.6657  10.0864  15.6485
O  -2.89  9.6966  15.8331
O  12.2814  12.5399  14.1317
O  3.5288  16.4408  12.2375
O  0.6404  3.7825  -1.3812
O  1.6683  12.3464  9.9981
O  -0.379  5.2477  15.2386
O  3.2378  4.1967  15.1136
O  7.8585  1.1383  18.6529
O  2.2463  7.5518  18.7738
O  3.1364  6.0268  13.1607
O  1.1175  9.7625  19.0148
O  2.7834  14.3107  13.6089

Results
free energy: -62188.316 eV
free energy less fixed offsets of O -463.61, Si -117.95 eV per atom: -22.016 eV
pressure: -1.63 GPa
stress xx, yy, zz, yz, xz, xy (GPa, positive in tension): 1.43, 1.18, 2.29, 0.07, 0.09, 1.51

Forces (eV/angstrom), in the order of the atoms: element, x, y, z
Si  0.1442  0.0029  -0.4157
Si  -0.2983  0.557  0.0649
Si  -0.0495  -0.0005  -0.5487
Si  0.1799  -0.067  -0.5323
Si  0.2431  -0.3074  0.1755
Si  0.1075  0.017  0.5668
Si  -0.1836  0.2395  -0.6281
Si  0.1853  0.2814  -0.7427
Si  -0.154  0.271  -0.0915
Si  -0.0307  -0.2962  0.0337
Si  -0.0273  -0.0339  -0.4148
Si  -0.1922  0.1185  -0.5864
Si  0.105  0.041  -0.2135
Si  0.14  -0.0652  -0.4497
Si  0.1153  -0.0647  -0.2982
Si  -0.0997  0.0482  -0.237
Si  0.1536  0.0433  -0.1994
Si  0.0283  -0.0917  -0.3672
Si  0.0016  0.0419  -0.3722
Si  -0.0021  -0.0359  -0.1007
Si  -0.1967  0.2184  -0.279
Si  -0.0194  -0.1335  -0.4609
Si  -0.0174  -0.0342  -0.3147
Si  -0.0087  -0.0497  -0.0881
Si  0.093  0.1951  0.0057
Si  -0.0228  0.0254  0.1155
Si  -0.0788  0.055  0.2377
Si  0.1312  0.0431  -0.2223
Si  -0.1958  0.09  0.1885
Si  -0.0238  -0.2472  -0.1447
Si  0.0639  -0.0724  0.1321
Si  -0.0358  0.1533  -0.1362
Si  0.0219  0.0598  0.3272
Si  0.0653  -0.1615  -0.0038
Si  -0.0636  0.0571  0.0313
Si  0.0678  -0.0515  -0.2173
Si  -0.1836  -0.0499  -0.215
Si  0.0108  -0.0495  0.0217
Si  0.1779  0.0818  -0.111
Si  -0.0761  0.0461  0.0279
Si  0.2149  -0.0592  -0.2326
Si  -0.0885  -0.0335  0.0032
Si  0.0363  0.0345  -0.0757
Si  0.0655  -0.0637  0.0725
Si  0.0142  0.0598  -0.1986
Si  0.0648  0.0608  0.1144
Si  -0.0042  -0.0041  -0.0135
Si  -0.2031  0.0222  0.1686
Si  -0.0301  0.156  0.007
Si  -0.0314  0.0691  -0.0169
Si  0.0359  -0.0804  -0.0346
Si  0.0524  -0.1035  0.08
Si  -0.2418  0.085  -0.0861
Si  0.1289  -0.0376  0.0988
Si  -0.0489  0.0048  -0.0215
Si  -0.1794  0.06  0.1282
Si  0.1129  -0.0435  -0.1588
Si  -0.0585  -0.2036  0.0777
Si  0.0903  0.0165  -0.1063
Si  0.0139  -0.0984  0.0982
Si  0.0345  -0.0178  -0.1051
Si  0.0257  -0.031  0.016
Si  -0.0255  -0.0431  0.0876
Si  0.1407  -0.1646  -0.2673
Si  0.0754  0.0866  0.0577
Si  -0.0369  0.1002  -0.0782
Si  0.0548  0.0294  0.0956
Si  0.2139  -0.0804  0.0588
Si  -0.1424  0.1469  -0.2874
Si  0.1157  0.0921  -0.057
Si  -0.0777  0.0046  0.0528
Si  -0.1678  -0.0654  -0.2522
Si  -0.249  -0.0703  0.1984
Si  -0.0468  0.0923  0.1375
Si  -0.1281  -0.0515  0.2379
Si  0.0149  -0.1261  0.3918
Si  0.0325  0.1357  0.0695
Si  0.0144  -0.1804  0.1663
Si  -0.0395  0.1155  0.1943
Si  -0.0077  -0.0647  0.1775
Si  -0.1039  0.0053  0.0991
Si  0.1566  -0.2097  0.2395
Si  0.261  0.073  0.1922
Si  -0.1688  0.0125  0.133
Si  0.058  0.1335  0.6741
Si  0.1387  -0.0474  0.2176
Si  0.075  0.329  0.6303
Si  -0.0397  -0.1484  0.9143
Si  0.0842  -0.0861  0.6066
Si  -0.0474  0.0311  0.6263
Si  -0.3795  0.0065  0.3309
Si  0.0941  -0.126  0.5389
Si  0.1269  0.109  0.9619
Si  -0.1443  -0.1384  0.7064
Si  0.0994  0.3096  0.7104
Si  0.2026  0.1335  0.5632
Si  -0.1358  0.0312  0.241
Si  0.0687  -0.0754  0.1978
Si  0.1131  0.077  0.3681
Si  -0.1477  -0.0614  -0.0851
Si  0.1542  -0.1269  -0.2722
Si  0.0174  -0.1755  0.474
Si  -0.1038  -0.02  -0.3913
Si  0.0422  0.0475  0.1282
Si  0.0114  -0.183  -0.0918
Si  -0.0104  0.0813  0.3995
Si  -0.0612  0.0032  0.2036
Si  -0.0479  0.0702  0.4706
Si  -0.4025  -0.313  -0.4884
Si  -0.0192  -0.0319  -0.0543
Si  0.2067  -0.0942  0.2189
Si  0.0114  -0.0113  0.3086
Si  0.1133  0.1126  -0.2277
Si  0.0713  -0.0792  0.3768
Si  0.2666  0.1813  -0.4049
Si  0.0521  0.0036  -0.4934
Si  -0.0646  -0.0821  0.2818
Si  0.059  -0.1371  -0.4372
Si  0.0032  -0.1871  0.2836
Si  -0.0682  -0.1027  0.1311
Si  0.1731  -0.093  -0.5621
Si  -0.0372  0.0905  0.075
Si  0.0078  -0.0448  -0.1312
Si  -0.0493  -0.0478  0.2769
Si  0.1256  0.1764  0.4643
Si  0.0434  0.0417  0.3609
Si  -0.2754  -0.1748  -0.0345
Si  0.0912  -0.3085  0.4242
Si  -0.117  -0.0222  -0.3408
Si  -0.1136  -0.1418  -0.0868
Si  -0.0115  0.1163  -0.4106
Si  -0.023  -0.0046  -0.1082
Si  0.0532  0.0383  -0.6658
Si  0.0487  0.0573  -0.4821
O  -0.0074  -0.0635  -0.2998
O  0.0462  0.2847  0.3824
O  -0.0415  -0.0057  0.1038
O  0.0585  -0.4035  -0.1496
O  0.0483  -0.3604  0.588
O  0.2416  -0.111  0.3111
O  -0.1331  -0.3095  0.5471
O  0.0249  0.2575  0.6383
O  0.1265  0.205  -0.1078
O  -0.0114  -0.115  0.0399
O  -0.0889  -0.286  0.3625
O  -0.3315  -0.1962  -0.2906
O  -0.1228  -0.0721  0.8878
O  -0.0748  -0.054  -0.2608
O  0.105  0.0914  0.248
O  -0.2315  0.2877  0.1217
O  0.2317  -0.1372  0.0003
O  0.1937  0.1394  -0.3694
O  -0.1446  -0.1323  0.2392
O  0.2741  -0.0677  0.4909
O  0.0353  0.3945  0.5554
O  0.1124  -0.1836  -0.4494
O  0.0662  -0.3454  0.3452
O  -0.1488  -0.0154  -0.1279
O  -0.075  0.2254  0.3605
O  0.2306  0.0246  0.1077
O  0.0092  0.4107  -0.1026
O  -0.1474  0.3563  -0.6945
O  0.1015  -0.1201  -0.5089
O  -0.0924  -0.1307  -0.0675
O  0.2346  0.2248  -0.1202
O  0.006  -0.1506  -0.4008
O  -0.0244  0.0303  -0.0633
O  -0.1873  0.0007  -0.2679
O  0.1302  0.3349  -0.6466
O  0.0378  -0.2719  -0.4922
O  0.1652  0.2111  -0.2211
O  -0.2322  0.0549  -0.3406
O  -0.1102  0.0767  0.3645
O  0.1677  0.1181  -0.0481
O  0.1264  0.1159  -0.4465
O  0.1897  -0.156  -0.6444
O  -0.1436  0.1308  -0.327
O  -0.0679  -0.1204  -0.9876
O  -0.1141  -0.0735  0.1354
O  -0.1072  -0.126  -0.1541
O  -0.179  -0.2284  -0.2942
O  0.1469  -0.1301  -0.1677
O  -0.3977  -0.0197  0.2717
O  0.2136  -0.0016  0.1256
O  0.1231  -0.1624  -0.5131
O  -0.1087  0.2099  0.0211
O  0.093  -0.0044  -0.3182
O  0.0028  -0.1004  -0.0499
O  -0.0561  -0.1173  -0.1123
O  0.0465  0.3724  0.1218
O  0.0687  -0.0261  0.5704
O  0.0445  0.3867  0.1923
O  -0.1771  -0.2068  -0.4087
O  -0.2049  -0.1659  -0.2635
O  0.0599  -0.0514  -0.0801
O  0.3294  0.064  0.0989
O  0.0398  0.2208  0.2972
O  -0.1069  -0.1163  0.3387
O  -0.0072  0.2914  0.5733
O  -0.1806  0.1959  -0.1779
O  0.1007  -0.036  -0.3001
O  0.1112  -0.0737  -0.4916
O  -0.0727  0.1465  -0.1356
O  -0.1402  -0.1307  -0.2116
O  -0.0061  -0.1993  -0.829
O  0.1723  0.0988  -0.2615
O  -0.0212  -0.0919  0.0281
O  -0.3327  -0.0646  0.2637
O  -0.1499  -0.2931  0.1976
O  0.2823  -0.1043  0.6017
O  0.0342  0.0568  -0.1901
O  -0.0947  -0.1208  -0.0197
O  -0.131  -0.0653  0.0902
O  -0.0387  -0.3218  -0.2526
O  -0.1341  0.2764  -0.1585
O  0.0508  0.1128  0.6002
O  -0.1383  -0.0937  0.0257
O  -0.0251  0.2393  -0.0035
O  -0.223  -0.0935  -0.0619
O  -0.1535  0.0252  0.4266
O  0.068  0.2221  0.2288
O  0.1463  0.1282  -0.018
O  -0.0036  0.0257  0.061
O  0.1735  0.2963  0.1176
O  -0.114  -0.1709  -0.1369
O  0.1212  0.1277  0.0147
O  0.3046  0.1641  -0.4639
O  -0.1551  0.0385  -0.1521
O  0.2016  0.2537  -0.1695
O  0.0102  -0.0252  0.4107
O  -0.0147  -0.0088  0.2253
O  -0.2551  -0.0984  -0.1949
O  -0.0552  -0.2307  0.2207
O  0.1271  0.0097  -0.3275
